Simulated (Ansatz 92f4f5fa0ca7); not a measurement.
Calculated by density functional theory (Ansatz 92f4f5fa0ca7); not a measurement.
Periodic cell of 224 atoms, Si133O90H1, from a study of silicon, its oxide and their interface. The atomic structure is a simulated model.
Doubt: the cutoff is far below the 930 eV that the study's wrapper takes by default for these files, so forces and energies are approximate.
This geometry differs little from another in the collection (a relaxation step or a small displacement).

Settings: functional PBE; potential files Ansatz PAW; basis plane waves; wave-function cutoff 580 eV; density cutoff ratio 5; exchange-correlation grid ratio 1; k mesh 1 x 1 x 1, Gamma-centred; self-consistency stop 5e-08 eV per atom in the density residual; occupations fixed; spin none; net charge +1 e, with a uniform compensating background and no finite-size correction.

Cell vectors (angstrom)
a 10.938 0 0
b 0 10.938 0
c 0 0 32.409

Atoms and the computed forces on them: element, x, y, z (angstrom), force x, y, z (eV/angstrom)
Si 0.4815 -0.5451 24.8339 0.0029 -0.0009 0.0034
Si 5.5829 -0.2732 24.9963 0.0031 -0.0005 0.0031
Si 2.5963 2.9525 25.0259 -0.0007 0.0002 0.0031
Si 8.0879 2.9732 24.7394 0.0003 -0.0005 0.0027
Si 0.3727 5.241 24.9185 0.002 0.0001 0.0011
Si 4.8656 6.0292 24.9027 -0.0034 -0.0005 -0.0029
Si 2.727 8.2393 25.3924 -0.0008 0.0031 0.003
Si 7.9704 8.5637 24.8116 0.0019 0.0006 0.0062
Si 1.3872 1.2762 26.1689 0.0006 0.0009 0.0003
Si 6.8042 1.4573 26.1042 0 0.0006 0.0008
Si 4.0841 4.2302 26.2901 -0.0014 -0.0006 0.0021
Si 9.5822 4.1337 26.1623 0.0007 -0.0006 0.0013
Si 1.2933 6.7874 26.4404 -0.0005 0.0003 0.0013
Si 6.7873 6.8959 26.0892 0.0024 0.0031 0.0003
Si 4.1866 9.6036 26.5377 -0.0006 0.0003 0.0002
Si 9.6023 9.592 26.1791 -0.0029 0.001 0.0008
Si 2.7214 0.0493 27.684 -0.0022 -0.0028 -0.0006
Si 8.2035 0.0676 27.542 -0.0003 -0.002 -0.0018
Si -0.0102 2.6976 27.5546 -0.0003 0.0004 -0.0013
Si 5.4651 2.7741 27.5806 0.0005 -0.0006 -0.0003
Si 2.7178 5.4667 27.7215 0.0004 0 -0.0019
Si 8.1773 5.5009 27.5322 0.0001 -0.0017 0
Si -0.0805 8.2244 27.6579 0.002 0.0005 -0.0011
Si 5.5468 8.1453 27.6926 0.0002 0.0013 -0.0007
Si 4.1018 1.3673 28.9908 0.1194 0.5452 0.1291
Si 9.5708 1.3673 28.9908 -0.0652 0.1014 -0.2276
Si 1.3673 4.1018 28.9908 -0.3049 -0.5618 0.1304
Si 6.8362 4.1018 28.9908 0.1375 0.1563 -0.3756
Si 4.1018 6.8362 28.9908 0.1765 -0.0634 0.5136
Si 9.5708 6.8362 28.9908 -0.5963 -0.0986 0.04
Si 1.3673 9.5708 28.9908 -0.1882 0.0089 0.0745
Si 6.8362 9.5708 28.9908 0.5254 0.2508 -0.0649
Si 0 0 30.358 -0.0113 -0.054 -0.0006
Si 5.469 0 30.358 0.0583 0.033 -0.0644
Si 2.7345 2.7345 30.358 0.0134 0.0177 0.049
Si 8.2035 2.7345 30.358 0.0811 0.0217 -0.0483
Si 0 5.469 30.358 -0.0791 -0.1458 -0.0559
Si 5.469 5.469 30.358 -0.0803 0.0129 0.0321
Si 2.7345 8.2035 30.358 0.0906 -0.0054 -0.0189
Si 8.2035 8.2035 30.358 0.0678 0.0591 0.0511
Si 1.3673 1.3673 31.7253 0.0365 0.0022 -0.0289
Si 6.8362 1.3673 31.7253 -0.0487 -0.006 -0.0266
Si 4.1018 4.1018 31.7253 -0.0046 -0.0105 -0.0052
Si 9.5708 4.1018 31.7253 -0.0041 0.0712 0.001
Si 1.3673 6.8362 31.7253 0.0057 0.0164 -0.0425
Si 6.8362 6.8362 31.7253 -0.0299 0.0234 -0.0279
Si 4.1018 9.5708 31.7253 -0.0683 0.0242 -0.0255
Si 9.5708 9.5708 31.7253 0.0145 -0.0345 -0.0086
Si 2.7345 0 0.6835 0.0418 -0.0206 0.0169
Si 8.2035 0 0.6835 0.0096 -0.0121 0.0052
Si 0 2.7345 0.6835 0.0192 -0.023 0.0159
Si 5.469 2.7345 0.6835 0.0042 0.0038 0.0309
Si 2.7345 5.469 0.6835 0.0259 0.0007 0.0153
Si 8.2035 5.469 0.6835 0.0218 -0.0333 0.0135
Si 0 8.2035 0.6835 0.0072 0.0166 0.0316
Si 5.469 8.2035 0.6835 -0.0117 -0.0333 0.0216
Si 4.1018 1.3673 2.0507 -0.1284 -0.0557 -0.0274
Si 9.5708 1.3673 2.0507 0.0022 -0.0078 0.0168
Si 1.3673 4.1018 2.0507 -0.0096 0.0317 0.0212
Si 6.8362 4.1018 2.0507 -0.062 0.0597 -0.0289
Si 4.1018 6.8362 2.0507 -0.0087 -0.0058 0.0446
Si 9.5708 6.8362 2.0507 -0.0411 -0.0153 -0.0139
Si 1.3673 9.5708 2.0507 0.0282 -0.0239 0.0049
Si 6.8362 9.5708 2.0507 0.0338 0.0941 0.0191
Si 0 0 3.418 -0.0825 -0.0263 -0.2639
Si 5.469 0 3.418 0.2306 0.188 0.1393
Si 2.7345 2.7345 3.418 0.2279 -0.134 -0.2582
Si 8.2035 2.7345 3.418 -0.0563 0.0468 0.4331
Si 0 5.469 3.418 -0.2885 -0.1831 0.0687
Si 5.469 5.469 3.418 0.2692 -0.1356 -0.2503
Si 2.7345 8.2035 3.418 -0.0746 0.0765 -0.0854
Si 8.2035 8.2035 3.418 -0.0241 -0.1982 -0.0292
Si 1.3145 1.4045 4.7516 0.0012 0.0081 0.0018
Si 6.8483 1.366 4.8564 -0.0028 -0.0049 0.0003
Si 4.1838 4.0307 4.7449 -0.0063 -0.0021 -0.0017
Si 9.5495 4.1119 4.8507 0.003 0.0005 -0.0003
Si 1.3761 6.8103 4.7543 -0.0059 -0.0033 0.0001
Si 6.8537 6.8007 4.7909 0.0013 0.0008 0.0025
Si 4.1371 9.5419 4.7609 0.0038 0.0018 0.0022
Si 9.5585 9.589 4.7726 -0.008 -0.0032 -0.0028
Si 2.8468 0.1041 6.0323 -0.0108 -0.0177 -0.0028
Si 8.1826 -0.0676 6.2242 0.0001 0.0047 -0.0022
Si -0.0527 2.6939 6.216 -0.005 -0.0052 0.0006
Si 5.5507 2.7883 6.2881 0.0066 0.0026 -0.0051
Si 2.7247 5.3464 5.9839 0.0021 0.0011 0.0007
Si 8.2118 5.4982 6.2858 0.0027 0.0005 -0.0094
Si -0.0469 8.1162 6.1262 0.0109 -0.0044 -0.0141
Si 5.43 8.1223 6.129 -0.0022 0.0031 -0.009
Si 3.8524 1.6901 7.4786 -0.0035 0.0128 0.0156
Si 9.8183 1.0279 7.5408 0.004 0.0062 0.0057
Si 1.5977 3.8713 7.4017 -0.0005 0.0018 -0.0037
Si 6.5997 4.461 7.7084 -0.0073 0.0017 0.0126
Si 4.1932 6.5045 7.3326 -0.0021 -0.0077 0.0023
Si 9.3299 7.1247 7.6222 -0.0071 0.0019 0.0201
Si 1.0994 9.9125 6.9784 -0.0097 0.024 0.0371
Si 6.9698 9.2537 7.4741 0.0044 -0.0014 0.0059
O 11.0329 5.9116 23.44 -0.0005 0.0002 0.0014
O 4.5542 0.0407 23.75 -0.0004 0.001 0.0008
O 8.1359 8.2014 8.0579 0.0009 -0.0047 -0.0045
O 2.7015 2.7664 7.95 0.005 -0.0052 -0.0009
O 7.1878 4.1005 23.9344 -0.0008 0.0013 0.0005
O 1.688 9.2667 24.5941 0.0002 -0.0021 -0.0033
O 5.3695 5.527 7.9382 0.0054 -0.0015 0
O 0.1124 -0.0786 7.8569 0.0218 -0.0152 -0.0377
O 7.0666 4.1946 9.2814 -0.0014 0.0004 -0.0067
O 6.0782 9.9207 8.6868 -0.0036 0.0012 0.0035
O 10.1495 6.5882 8.9515 -0.0004 0.0017 -0.0041
O 3.4327 9.444 9.0299 0.0019 0.0008 0.0039
O 4.3839 0.9845 8.8567 0.0023 -0.0072 -0.004
O 1.0677 4.6803 8.7188 -0.0023 0.0016 0.0033
O 9.2944 1.4384 9.0297 -0.0017 0 0.0021
O 3.2452 6.8918 8.616 0.0016 0.0052 0.0037
O 7.4213 6.2636 22.3091 0.0003 0.0005 0.0016
O 8.8888 2.157 23.5504 0.0008 0 -0.0005
O 5.1224 5.5135 23.3668 0.0008 0 0.0026
O 3.3513 2.4155 23.6623 0 0.0006 0.0005
O 10.9465 -0.2369 23.2827 -0.0004 0.0003 0.0006
O 3.7419 7.2104 24.5687 0.0008 0.0011 0.0031
O 1.4534 4.047 24.5778 0.0007 -0.0002 0
O 6.769 9.6519 24.4364 -0.0021 -0.0021 -0.0025
Si 14.6624 1.0783 22.811 -0.0008 -0.0004 -0.0012
Si -1.25 2.6117 22.1967 -0.0003 0 -0.0015
Si 0.7503 11.5561 22.0907 0.0006 0 -0.0014
Si 11.6813 0.8046 14.9505 0.0001 0.0002 0.0007
Si 5.958 -0.6559 12.0803 0.0016 -0.0014 0.0071
Si 11.7097 15.7747 12.6576 0.0003 -0.0012 0.0025
Si 9.4283 1.5954 10.6572 0.0001 -0.001 0.0006
Si 5.319 4.0606 20.0405 -0.0002 -0.0001 -0.001
Si 9.9823 8.0755 13.5106 0.0002 0.0005 0.0001
Si 10.4849 -2.9539 16.502 0.0002 0.0004 -0.0002
Si 10.8651 5.2946 9.6835 0.0019 -0.0049 0.0003
Si -0.2499 5.4733 21.8965 0.0001 0.0002 -0.0017
Si 8.6887 -1.2724 11.4932 0.0056 0.0033 0.004
Si 8.8451 5.088 13.2055 0.0003 -0.0005 0.0027
Si 7.317 3.6056 15.6207 0.0005 -0.0005 0.0004
Si 12.3455 6.0649 15.3998 0.0002 -0.0003 0.0025
Si 5.7479 5.6994 17.3866 0.0003 0.0002 0.0006
Si 4.6959 10.4245 9.4057 0.0076 0.0088 -0.0106
Si 13.4713 1.4936 18.7308 0.0001 0.0003 0
Si 9.7228 0.792 19.8648 0.0003 0.0007 -0.0006
Si -1.0331 2.2997 16.9928 0.0005 -0.0001 0.0007
Si 12.6726 9.9238 17.2102 -0.0001 0.0005 0.0004
Si 5.2062 1.1348 20.1023 0.0001 0.0002 -0.001
Si 3.645 7.7818 16.4678 0.0004 0.0002 0.0015
Si 13.0714 4.1505 20.0689 0 0.0003 -0.0011
Si -3.5497 9.6964 19.8361 -0.0006 0.0003 0.0003
Si 8.4456 7.4625 21.9494 0.0009 0.0004 -0.0014
Si 2.6438 2.4478 13.3768 -0.0006 0 0.003
Si 5.7383 -1.3932 14.9363 0.0001 0.0003 0.001
Si 2.9543 8.0327 9.7258 -0.0077 -0.0077 0.0009
Si -3.479 -2.6257 17.0972 0.001 0.0006 0.001
Si 0.8784 11.6816 11.979 0 0.0008 0.0035
Si 6.5234 4.9952 22.7325 -0.0007 -0.0005 -0.001
Si 1.6665 -7.1047 17.2507 0.0001 0 0.001
Si 11.3077 8.8584 10.9931 -0.0019 0.0027 0.0025
Si 5.5267 1.4543 14.1147 -0.0001 0.0005 0.0045
Si 8.1641 4.0901 10.4871 0.0027 -0.0032 0.0021
O 8.2176 2.5875 11.098 -0.0006 0.0017 -0.0008
O 5.8044 -1.691 13.3256 0.0008 0.0023 -0.001
O 9.8845 1.552 18.4385 0.0002 0.0006 -0.0001
O 3.7285 -6.6268 20.4268 0.0002 0.0003 0.0012
O -1.2015 8.9054 10.476 -0.001 0.0017 0.0026
O 0.1414 0.2209 20.6218 0.0003 0.0002 0.0014
O 1.33 8.081 9.929 0.003 0.0014 -0.0006
O 15.1603 2.4007 13.7725 0.0005 0.0003 -0.0009
O 18.0628 -1.2974 11.1227 -0.002 0.0008 -0.0015
O 12.5667 0.2098 18.285 0.0001 0.0002 0.0005
O 11.0421 6.4432 16.3347 -0.0003 0.0002 0
O 10.434 -2.3684 14.9783 0.0003 -0.0001 0.001
O 7.9878 4.546 14.4605 -0.0006 -0.0003 0.0002
O 13.3248 12.2526 12.2203 0.0004 0.0002 -0.0013
O 6.8595 6.8129 17.0271 0 -0.0001 0.0006
O 11.1949 11.279 13.4504 0.0009 0.0003 -0.0005
O 13.032 4.6885 15.9346 -0.0001 0.0004 -0.0009
O 19.7292 -0.488 19.575 0.0011 0.0001 0.001
O 0.3231 13.1184 22.3705 0 -0.0002 0.0018
O 6.1724 0.8373 12.7304 0.0009 0 -0.003
O 5.7135 2.5642 19.4719 0.0001 0.0002 0.0009
O -1.9136 1.8387 20.921 0.0005 0.0003 0.002
O 5.2116 0.161 15.0933 0.0004 0.0003 -0.0009
O 7.9826 5.0871 11.7771 -0.0011 0.0011 -0.0008
O 12.6634 2.0987 14.6883 0.0002 0.0006 -0.0004
O 6.2147 4.1678 21.3879 0.0003 -0.0001 0.0012
O 1.8435 4.7729 18.5828 -0.0002 0.0005 0.0002
O 1.0013 10.3563 11.051 0.0002 -0.0028 -0.0012
O 3.9199 0.7615 19.1698 0.0002 0.0002 0.0009
O 11.4152 8.9223 17.439 0.0009 0.0006 0.0005
O 11.5558 5.5264 11.1569 -0.0002 -0.0001 0.0005
O 10.9686 12.8433 11.1479 0.0001 0 -0.001
O 3.0806 -1.9409 17.4222 -0.0001 0.0003 0.0005
O 6.1406 4.4318 16.413 0 0.0005 -0.0003
O -2.1984 8.1875 23.398 0.0002 -0.0002 0.0002
O 1.0599 16.8853 13.815 0.0005 0.0004 -0.0016
O 10.2284 4.1947 13.0082 0.0005 0.0007 -0.0013
O 5.7734 5.164 18.9275 0.0002 0.0003 0.0007
O 9.6329 4.2163 21.9439 -0.0002 -0.0004 0.0014
O 4.2949 6.4571 17.1862 0.0002 0.0002 0.0003
O 3.7545 7.7801 11.1198 0.0467 -0.0937 0.0186
O 4.7393 -0.4895 11.0194 -0.0005 -0.0011 0.0044
O 7.6941 8.5284 20.9527 0.0001 -0.0002 0.0015
O 1.9029 2.4871 19.921 0.0002 0.0002 0.0009
O 9.0473 -2.8803 17.212 -0.0006 0.0005 0.0001
O -1.1065 6.7782 21.3243 -0.0001 0.0004 0.0014
O -2.1015 -1.8299 13.002 -0.0007 0.0014 -0.0054
O 9.1155 0.2713 11.5021 -0.0018 -0.0055 -0.002
O -0.5648 12.1727 15.8315 -0.0003 0.0005 0.0003
O 4.7144 8.4436 15.4779 0.0007 0.0007 -0.0013
O 8.4695 2.9953 16.621 0 0.0005 -0.0003
O 2.4376 -3.6371 15.5016 -0.0002 0 -0.0008
O -4.6838 10.827 20.2131 0.0001 0.0002 0.0014
O 9.6398 4.2379 9.7956 0.0001 0.0025 -0.0006
O 13.5798 2.5143 17.4355 0.0001 0.0003 0.0001
O 2.3617 0.3993 22.2046 -0.0001 0 0.0016
O 11.2553 8.1751 12.4702 -0.0003 0.0014 -0.0032
O 6.6233 2.3632 14.8553 0.0006 0.0011 0
O -1.6737 6.6193 13.5227 0.0004 0.0009 -0.001
O 0.0922 3.4638 17.0954 0.0001 0.0002 0.0003
O 12.0429 4.9588 21.0846 0.0002 0.0002 0.0016
O 4.7113 1.498 21.608 0.0004 0.0002 0.0016
O 7.1181 -1.6904 15.7832 -0.0007 0.0004 -0.0006
O 12.5593 -0.3536 15.7053 0.0005 -0.0002 0.0002
O 6.8823 -1.9187 18.4459 -0.0002 -0.0001 -0.0012
O 13.0133 3.8478 12.722 -0.0002 0.0014 -0.0009
H 3.8941 6.8695 11.4243 -0.046 0.0941 -0.0207

Results
free energy: -135753.859 eV
free energy less fixed offsets of H -15.97, O -568.88, Si -635.61 eV per atom: -2.559 eV

The program warned: the cutoff lies below the one the program advises for these potential files; the exchange-correlation potential is rough where the density is thin.
